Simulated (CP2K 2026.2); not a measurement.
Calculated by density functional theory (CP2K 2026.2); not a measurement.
Periodic cell of 505 atoms, Si360O143H2, from a study of silicon, its oxide and their interface. The atomic structure is a simulated model.
Doubt: the forces sum to 2.13 eV/angstrom along one axis rather than to zero, so they err by at least 0.0042 eV/angstrom per atom on average; the grid cutoff is modest.

Settings: functional PBE; method Gaussian and plane waves; basis set DZVP-MOLOPT-SR-GTH; pseudopotentials GTH-PBE; grid cutoff 350 Ry, relative cutoff 50 Ry; k points Gamma only; occupations fixed; spin none; net charge 0.

Cell vectors (angstrom)
a 16.32 0 0
b 0 16.32 0
c 5.0802 -3.5676 34.3036

Atoms and the computed forces on them: element, x, y, z (angstrom), force x, y, z (eV/angstrom)
Si 6.983 10.915 34.146 0.306 -0.338 0.244
Si 4.059 1.502 0.181 0.037 -0.019 -0.37
Si 1.667 3.719 0.038 -0.078 0.105 -0.635
Si 3.744 7.227 0.168 0.026 -0.042 -0.259
Si 1.555 9.436 0.109 -0.101 -0.025 -0.332
Si 4.067 12.257 0.36 0.036 0.05 -0.268
Si 7.13 14.539 0.12 -0.099 0.195 -0.316
Si 9.294 1.572 0.112 -0.091 -0.011 -0.323
Si 7.158 3.859 0.059 -0.127 0.049 -0.244
Si 9.81 6.526 0.173 -0.057 0.138 -0.163
Si 6.196 10.001 0.126 0.071 0.107 -0.404
Si 9.458 12.279 0.011 -0.039 -0.044 -0.139
Si 17.441 11.159 34.162 -0.009 -0.029 -0.053
Si 15.062 1.365 0.156 -0.032 -0.033 -0.113
Si 12.036 4.333 0.031 -0.064 0.128 -0.208
Si 14.716 7.139 0.107 0.001 0 -0.443
Si 12.487 9.308 0.284 -0.081 0.025 -0.279
Si 14.607 12.485 0.009 0.06 0.017 -0.07
Si 2.85 16.155 1.339 -0.116 0.093 -0.223
Si 5.562 2.742 1.452 0.098 0.142 -0.225
Si 2.664 5.484 1.336 0.026 -0.041 -0.1
Si 5.317 8.311 1.524 -0.046 -0.025 -0.122
Si 2.664 10.892 1.599 0.026 -0.134 -0.256
Si 5.518 13.592 1.565 0.119 0.024 -0.151
Si 8.15 -0.034 1.406 0.016 -0.054 -0.153
Si 10.892 2.745 1.394 -0.106 0.108 -0.189
Si 8.198 5.434 1.467 -0.002 -0.024 -0.139
Si 10.91 8.11 1.536 0.045 -0.058 -0.312
Si 8.132 10.831 1.337 -0.201 -0.086 -0.124
Si 10.93 13.55 1.368 0.008 0.087 -0.192
Si 13.494 0.024 1.285 0.082 -0.172 -0.13
Si 16.393 2.727 1.475 -0.005 -0.002 -0.018
Si 13.631 5.459 1.394 -0.058 0.029 -0.197
Si 16.317 8.23 1.442 0.105 -0.01 -0.242
Si 13.623 10.938 1.52 -0.016 0.011 -0.228
Si 16.388 13.594 1.227 -0.186 0.046 -0.248
Si 1.436 1.27 2.729 0.156 -0.118 0.142
Si 4.127 4.148 2.724 -0.133 -0.061 0.082
Si 1.304 6.781 2.794 0.035 -0.003 -0.012
Si 4.02 9.562 2.967 -0.053 -0.045 0.283
Si 1.271 12.272 2.823 -0.087 0.138 0.051
Si 4.161 14.966 2.868 -0.051 0.05 0.087
Si 6.826 1.325 2.831 0.025 -0.051 0.074
Si 9.547 4.076 2.839 0.007 -0.027 0.157
Si 6.78 6.851 2.752 -0.001 0.042 -0.062
Si 9.466 9.478 2.777 0.001 0.094 0.004
Si 6.882 12.2 2.854 0.165 -0.001 0.127
Si 9.575 14.962 2.751 0.039 -0.08 0.069
Si 12.223 1.358 2.745 0.023 0.02 0.075
Si 14.997 4.103 2.776 -0.06 -0.015 0.034
Si 12.293 6.772 2.869 0.05 -0.035 0.155
Si 15.013 9.582 2.847 -0.018 0.087 0.163
Si 12.229 12.243 2.839 -0.099 0 0.13
Si 14.982 14.992 2.661 0.11 0 -0.182
Si 16.342 -0.02 4.134 -0.044 0.045 -0.128
Si 2.78 2.709 4.103 -0.036 0.008 -0.17
Si 16.305 5.441 4.202 0.038 0.026 -0.002
Si 2.664 8.122 4.228 0.079 0.076 -0.048
Si 16.319 10.917 4.26 0.036 -0.04 -0.041
Si 2.726 13.6 4.169 -0.043 0.007 -0.046
Si 5.474 0.016 4.241 -0.032 0.025 -0.006
Si 8.189 2.692 4.198 0.076 0.042 -0.065
Si 5.452 5.48 4.153 -0.081 -0.023 -0.003
Si 8.144 8.144 4.179 0.004 0.018 0.05
Si 5.465 10.904 4.257 0.035 -0.071 -0.085
Si 8.232 13.614 4.191 -0.095 -0.065 -0.129
Si 10.9 0.01 4.158 -0.011 -0.062 -0.014
Si 13.62 2.71 4.114 0.023 -0.026 0.006
Si 10.911 5.421 4.23 0.024 -0.012 -0.093
Si 13.646 8.185 4.203 -0.071 -0.059 -0.093
Si 10.846 10.857 4.163 -0.037 0.099 -0.022
Si 13.643 13.631 4.131 0.001 0.002 -0.098
Si 17.72 -1.359 16.538 0.003 0.002 0.041
Si 4.122 1.366 16.567 0.002 -0.047 0.055
Si 17.724 4.085 16.545 -0.014 -0.04 0.021
Si 4.105 6.781 16.553 0.006 0.011 0.054
Si 17.728 9.526 16.512 -0.019 0.007 -0.007
Si 4.121 12.228 16.554 -0.007 -0.023 0.044
Si 6.822 -1.357 16.576 0.021 -0.011 0.034
Si 9.525 1.375 16.548 0.013 -0.009 0.026
Si 6.823 4.094 16.573 -0.01 -0.005 0.067
Si 9.511 6.797 16.586 0.004 0.011 0.08
Si 6.822 9.51 16.568 -0.025 -0.029 0.048
Si 9.512 12.231 16.56 0.027 0.035 0.039
Si 12.282 -1.321 16.526 -0.032 -0.029 0.016
Si 14.964 1.35 16.517 0.021 0.028 0.008
Si 12.208 4.084 16.525 -0.018 0.07 0.011
Si 14.97 6.802 16.502 -0.002 -0.012 -0.01
Si 12.227 9.524 16.547 0.018 0.031 0.062
Si 14.993 12.258 16.53 0.004 0.012 0.033
Si 2.783 -0.03 17.925 -0.031 0.048 0.014
Si 5.458 2.749 17.959 0.058 -0.019 -0.02
Si 2.77 5.418 17.955 -0.023 0.007 0.027
Si 5.471 8.124 17.932 0.031 0.056 0.122
Si 2.75 10.869 17.917 0.034 -0.018 0.129
Si 5.511 13.541 17.951 -0.062 0.091 -0.043
Si 8.14 0.067 17.939 0.046 -0.06 0.095
Si 10.885 2.715 17.937 -0.044 0.015 0.05
Si 8.18 5.415 17.994 -0.058 0.031 0.13
Si 10.832 8.208 17.957 0.055 -0.078 -0.045
Si 8.156 10.871 17.973 -0.006 -0.013 -0.07
Si 10.904 13.635 17.85 0.06 -0.002 0.09
Si 13.617 0.035 17.946 0.014 -0.007 -0.017
Si 16.338 2.701 17.859 0.012 -0.027 0.044
Si 13.54 5.496 17.848 0.03 -0.049 0.02
Si 16.384 8.131 17.839 -0.047 0.037 0.02
Si 13.636 10.878 17.879 -0.088 0.029 0.065
Si 16.345 13.628 17.918 0.039 -0.048 0.022
Si 17.724 1.356 19.255 -0.088 -0.046 -0.002
Si 4.123 4.072 19.383 0.014 0.076 0.019
Si 17.694 6.789 19.269 0.029 0.059 -0.057
Si 4.106 9.478 19.305 -0.079 -0.033 -0.106
Si 17.708 12.251 19.282 -0.012 0.04 -0.125
Si 4.173 -1.4 19.294 -0.038 -0.059 -0.113
Si 6.801 1.441 19.385 0.095 0 -0.029
Si 9.538 4.022 19.38 -0.038 -0.002 -0.057
Si 6.804 6.786 19.386 -0.005 -0.027 -0.044
Si 9.479 9.543 19.391 -0.002 -0.064 0.086
Si 6.813 12.179 19.4 -0.09 -0.056 0.079
Si 9.549 -1.319 19.221 0.023 0.05 -0.232
Si 12.247 1.389 19.338 0.021 -0.018 -0.049
Si 14.892 4.074 19.119 -0.097 -0.015 -0.154
Si 12.209 6.849 19.287 0.019 -0.003 -0.053
Si 15.026 9.472 19.19 0.011 0.017 -0.151
Si 12.268 12.28 19.221 0.072 0.039 -0.118
Si 15.016 -1.298 19.302 0.014 -0.014 -0.02
Si 16.403 0.017 20.703 0.017 0.127 0.38
Si 19.013 2.73 20.686 0.037 -0.097 0.096
Si 16.206 5.421 20.449 0.048 0.076 0.154
Si 19.07 8.09 20.682 -0.053 0.075 0.163
Si 16.354 10.811 20.57 0.049 0.013 0.248
Si 19.135 13.557 20.652 -0.048 -0.078 0.219
Si 5.446 0.013 20.684 0 0.021 0.205
Si 8.168 2.741 20.888 0.009 -0.007 0.137
Si 5.452 5.42 20.833 0.004 0.004 0.237
Si 8.125 8.158 20.82 -0.092 -0.054 0.11
Si 5.418 10.771 20.794 -0.057 0.057 0.18
Si 8.242 13.635 20.596 0.088 -0.006 0.122
Si 10.858 0.02 20.662 -0.003 -0.109 0.091
Si 13.632 2.795 20.636 0.118 0.078 0.227
Si 10.904 5.438 20.67 0.065 0 0.168
Si 13.648 8.206 20.594 0.001 -0.024 0.221
Si 10.9 10.971 20.63 0.007 0.152 0.193
Si 13.656 13.637 20.603 -0.045 0.017 0.221
Si 18.015 -1.218 22.002 -0.091 -0.019 0.218
Si 3.789 1.089 22.013 0.081 0.097 0.342
Si 17.364 3.972 21.826 -0.102 -0.217 0.185
Si 4.148 6.89 22.189 -0.064 0.04 0.093
Si 17.897 9.667 21.966 -0.082 -0.019 0.136
Si 3.782 11.912 22.086 0.168 0.154 0.222
Si 7.106 -1.143 21.909 -0.136 -0.069 0.323
Si 9.319 1.063 22.136 0.079 0.154 0.466
Si 7.077 4.397 22.275 -0.123 -0.089 0.395
Si 9.364 6.565 22.04 0.2 0.182 0.211
Si 6.407 9.115 22.205 0.188 0.14 0.251
Si 9.847 12.62 21.991 0.009 -0.093 0.371
Si 12.076 -1.523 21.928 -0.006 -0.048 0.317
Si 15.282 1.741 21.948 -0.147 -0.24 0.041
Si 12.534 4.383 22.031 -0.061 0.009 0.431
Si 14.76 6.574 21.893 -0.09 0.08 0.219
Si 12.586 9.903 21.833 -0.091 -0.072 0.33
Si 14.838 12.032 21.859 -0.003 -0.025 0.371
Si 6.37 -1.579 24.768 0.118 0.117 0.664
Si 19.416 5.158 24.698 -0.206 -0.783 0.439
Si 20.323 11.431 30.034 -0.087 -0.171 -0.545
Si 19.841 0.834 27.485 -0.137 -0.059 0.147
Si 15.302 3.024 29.152 -0.015 -0.092 -0.426
Si 8.507 -0.497 26.618 0.142 0.002 0.312
Si 18.751 9.251 28.853 -0.044 0.021 -0.182
Si 10.82 -2.507 26.847 -0.009 0.044 0.199
Si 8.107 7.919 26.842 0.01 0.024 0.325
Si 16.432 7.509 29.225 -0.126 0.266 -0.396
Si 6.433 0.493 28.724 0.174 0.078 -0.225
Si 15.973 12.602 26.864 0.017 -0.27 0.48
Si 14.065 -0.215 23.917 -0.164 0.106 0.519
Si 6.687 -0.816 31.503 0.097 0.243 -0.424
Si 6.243 9.478 30.15 0.087 -0.017 -0.598
Si 9.378 11.663 24.927 0.213 0.119 0.544
Si 5.405 12.68 32.388 -0.174 0.106 -0.427
Si 11.534 5.365 31.475 -0.193 0.076 -0.56
Si 18.973 11.796 27.449 -0.032 -0.14 0.083
Si 13.681 0.364 29.258 0.144 -0.071 -0.248
Si 15.865 6.928 32.156 0.223 -0.033 -0.432
Si 9.664 -1.79 31.466 0.079 -0.038 -0.469
Si 11.729 4.119 25.061 0.266 0.197 0.555
Si 5.873 3.974 25.293 -0.065 0.178 0.559
Si 11.412 0.785 31.385 0.061 -0.191 -0.576
Si 4.624 7.188 29.191 -0.008 0.091 -0.439
Si 11.688 9.56 24.771 0.119 0.156 0.595
Si 16.921 6.202 26.404 -0.207 -0.306 0.375
Si 9.195 9.636 29.196 0.103 0.1 -0.149
Si 10.711 12.32 29.515 -0.11 -0.139 -0.284
Si 20.287 2.536 31.462 -0.094 0.081 -0.7
Si 4.738 1.206 24.925 -0.111 -0.127 0.449
Si 10.235 1.534 25.199 -0.121 -0.227 0.686
Si 4.643 12.295 25.133 -0.079 -0.226 0.592
Si 12.602 -0.285 26.362 -0.127 -0.233 0.605
Si 14.198 4.291 31.714 0.114 -0.194 -0.594
Si 14.377 9.997 25.845 -0.044 0.089 0.641
Si 15.455 -2.197 29.36 -0.151 0.312 -0.307
Si 13.703 7.756 28 -0.126 -0.054 0.009
Si 9.519 3.172 31.563 -0.084 0.064 -0.627
Si 6.81 3.144 30.012 0.151 0.087 -0.429
Si 5.074 7.523 32.113 0.121 -0.083 -0.408
Si 15.413 12.432 32.04 -0.059 0.139 -0.375
Si 12.66 10.927 31.548 -0.399 -0.007 -0.72
Si 16.165 13.805 23.988 0.057 -0.155 0.5
Si 16.196 8.241 24.182 -0.178 -0.021 0.349
Si 18.055 -0.53 29.409 -0.127 -0.012 -0.513
Si 6.824 10.148 25.179 -0.142 -0.034 0.667
Si 18.195 2.448 29.349 -0.103 0.073 -0.307
Si 10.43 6.988 24.955 -0.036 -0.04 0.566
Si 6.569 5.427 27.892 -0.053 0.092 0.066
Si 14.191 4.898 26.844 0.029 0.127 0.209
Si 19.038 -0.292 32.106 -0.094 -0.064 -0.398
Si 11.74 8.304 30.206 -0.144 0.154 -0.447
Si 1.371 14.958 5.545 -0.005 0.016 -0.052
Si 4.097 1.389 5.562 0.026 0.011 -0.03
Si 1.39 4.052 5.51 -0.012 -0.012 -0.052
Si 4.08 6.792 5.569 0.004 0.003 -0.039
Si 1.359 9.526 5.595 -0.043 -0.025 0.022
Si 4.082 12.266 5.579 0.015 -0.006 0.032
Si 6.842 14.953 5.567 0.043 0.012 -0.028
Si 9.551 1.346 5.568 -0.032 -0.001 -0.035
Si 6.811 4.089 5.53 0.01 -0.002 -0.059
Si 9.528 6.802 5.559 0.016 -0.036 -0.024
Si 6.818 9.508 5.587 -0.044 0.016 -0.027
Si 9.552 12.239 5.575 0.001 -0.011 -0.037
Si 12.279 14.975 5.526 0.009 0.045 -0.039
Si 14.981 1.359 5.51 0.045 -0.008 -0.063
Si 12.284 4.045 5.556 -0.056 0.045 -0.026
Si 14.975 6.811 5.586 0.017 0.013 -0.035
Si 12.24 9.529 5.547 -0.001 -0.034 -0.029
Si 14.947 12.281 5.579 -0.009 -0.022 -0.028
Si 2.73 0.012 6.914 -0.02 0.02 0.015
Si 5.462 2.739 6.928 -0.03 -0.005 0.005
Si 2.725 5.414 6.921 0.035 -0.005 -0.001
Si 5.444 8.153 6.944 -0.002 0.012 -0.001
Si 2.734 10.887 6.949 0.051 -0.039 -0.009
Si 5.463 13.614 6.939 -0.042 0.01 0.009
Si 8.19 -0.004 6.941 0.002 -0.008 0.028
Si 10.91 2.709 6.933 0.029 -0.014 0.022
Si 8.169 5.437 6.924 0.018 0.001 -0.003
Si 10.893 8.162 6.93 0 0.016 -0.013
Si 8.182 10.881 6.942 -0.01 0.024 0.007
Si 10.923 13.613 6.921 -0.003 -0.048 -0.007
Si 13.627 0.014 6.91 -0.011 -0.015 0.001
Si 16.342 2.712 6.9 -0.001 0.014 -0.016
Si 13.619 5.428 6.933 -0.005 0.01 0.015
Si 16.327 8.165 6.963 -0.008 0.023 0.026
Si 13.594 10.894 6.931 -0.026 0.03 0.002
Si 16.333 13.617 6.939 0.024 -0.012 0.022
Si 1.372 1.363 8.295 0.007 -0.009 -0.001
Si 4.094 4.079 8.307 -0.009 0.002 0.007
Si 1.377 6.787 8.305 0.002 0.028 0.001
Si 4.094 9.521 8.315 0 0.014 0.012
Si 1.371 12.249 8.311 -0.015 0.004 0.001
Si 4.096 14.979 8.297 0.029 -0.01 0.002
Si 6.821 1.366 8.296 0.021 0.01 0.002
Si 9.54 4.078 8.293 -0.007 -0.002 -0.004
Si 6.813 6.794 8.306 -0.016 -0.005 0.005
Si 9.542 9.522 8.311 0.009 0.011 0.005
Si 6.818 12.244 8.309 -0.015 -0.034 -0.001
Si 9.554 14.958 8.306 -0.012 0.015 -0.005
Si 12.269 1.356 8.305 -0.005 0.011 0.006
Si 14.991 4.072 8.294 0.001 0.015 0.001
Si 12.255 6.796 8.299 -0.018 -0.012 -0.003
Si 14.959 9.534 8.311 0.005 -0.041 -0.003
Si 12.255 12.252 8.316 0.011 0.001 0.007
Si 14.976 14.979 8.304 0.008 -0.002 0.002
Si 16.339 0.009 9.68 -0.012 0.001 -0.004
Si 2.735 2.716 9.677 0.003 0.004 -0.004
Si 16.337 5.433 9.682 0.005 -0.004 0.002
Si 2.734 8.153 9.68 0.009 -0.009 0
Si 16.33 10.886 9.682 0.001 0.001 0.004
Si 2.743 13.61 9.674 -0.002 -0.005 -0.003
Si 5.461 0.009 9.674 -0.028 0.006 0.007
Si 8.18 2.722 9.672 0 -0.008 0
Si 5.453 5.438 9.679 -0.007 0 0.003
Si 8.176 8.16 9.673 0.009 0.008 0
Si 5.46 10.883 9.681 0.003 0.002 0.01
Si 8.185 13.602 9.679 0.003 -0.004 0.001
Si 10.906 0.002 9.681 0.012 -0.011 0.002
Si 13.626 2.722 9.675 -0.004 -0.004 -0.004
Si 10.893 5.44 9.672 0.005 0.014 0.002
Si 13.608 8.161 9.68 0.002 0.024 0.002
Si 10.895 10.888 9.685 -0.009 0.001 0.004
Si 13.622 13.613 9.681 0.004 -0.009 -0.008
Si 17.705 14.969 11.049 -0.003 -0.006 -0.004
Si 4.1 1.362 11.053 0.003 -0.006 0.005
Si 17.701 4.076 11.056 -0.003 0.01 -0.001
Si 4.099 6.798 11.054 0.004 0.007 0.006
Si 17.695 9.52 11.05 -0.015 -0.006 0.001
Si 4.101 12.247 11.05 0.002 -0.004 0.002
Si 6.822 14.966 11.049 0.006 0 -0.003
Si 9.538 1.363 11.049 0 0.003 0.002
Si 6.816 4.078 11.047 -0.001 0.007 0.002
Si 9.533 6.801 11.046 -0.002 0 0.001
Si 6.821 9.521 11.051 -0.008 0.005 0.003
Si 9.536 12.243 11.062 0.002 -0.014 0.001
Si 12.26 14.964 11.059 -0.006 -0.001 -0.001
Si 14.981 1.365 11.056 0.009 0 -0.005
Si 12.258 4.084 11.045 0.001 0 -0.002
Si 14.974 6.8 11.052 -0.002 0.005 -0.004
Si 12.253 9.525 11.057 -0.001 -0.007 -0.001
Si 14.977 12.249 11.056 0.008 0.004 -0.001
Si 2.745 0.002 12.43 -0.003 -0.012 0.001
Si 5.464 2.717 12.427 -0.016 0.007 0.001
Si 2.745 5.435 12.428 -0.005 0.004 0.001
Si 5.465 8.158 12.421 -0.004 0.009 0.002
Si 2.746 10.877 12.421 -0.01 0.011 -0.001
Si 5.463 13.604 12.427 -0.003 -0.009 -0.001
Si 8.18 0.005 12.429 -0.003 0.008 0.004
Si 10.889 2.732 12.419 0.022 -0.008 -0.006
Si 8.168 5.445 12.417 0.007 -0.015 0
Si 10.887 8.163 12.424 -0.004 0.012 0
Si 8.175 10.88 12.433 0.006 0 0.007
Si 10.896 13.606 12.432 0.004 0.003 -0.004
Si 13.619 0.008 12.428 0.004 -0.004 -0.005
Si 16.342 2.719 12.433 -0.012 -0.002 -0.004
Si 13.611 5.443 12.429 -0.003 0.008 -0.004
Si 16.335 8.162 12.429 0.006 -0.004 -0.005
Si 13.611 10.892 12.428 0.021 -0.013 -0.003
Si 16.351 13.603 12.42 -0.011 0.008 -0.012
Si 17.709 1.363 13.806 -0.01 0.006 0.002
Si 4.111 4.077 13.803 0.002 -0.009 0.001
Si 17.704 6.799 13.795 -0.015 0.001 -0.01
Si 4.112 9.517 13.794 0.009 -0.014 -0.006
Si 17.714 12.245 13.792 -0.003 -0.02 -0.001
Si 4.109 -1.356 13.805 -0.017 0.014 -0.001
Si 6.821 1.362 13.81 0.022 -0.026 0.007
Si 9.52 4.089 13.792 -0.025 0.038 -0.005
Si 6.818 6.801 13.803 -0.01 0.011 0.008
Si 9.527 9.514 13.807 0.023 -0.005 0
Si 6.818 12.243 13.808 -0.012 0.004 -0.003
Si 9.536 -1.356 13.808 0.023 -0.025 -0.004
Si 12.248 1.372 13.789 -0.015 0.012 -0.003
Si 14.975 4.078 13.799 0.018 -0.009 -0.011
Si 12.24 6.802 13.799 0.03 -0.003 0
Si 14.973 9.531 13.798 -0.03 0.024 -0.007
Si 12.251 12.247 13.809 -0.014 0.014 0.001
Si 14.989 -1.356 13.785 0.018 -0.016 -0.006
Si 16.346 -0.006 15.165 -0.024 -0.011 -0.004
Si 2.759 2.716 15.181 -0.023 0.014 -0.011
Si 16.347 5.432 15.163 -0.02 0.011 -0.002
Si 2.76 8.149 15.163 -0.009 0.019 -0.005
Si 16.35 10.89 15.159 0.006 0.008 0.004
Si 2.76 13.592 15.177 -0.006 0.009 0
Si 5.467 -0.002 15.189 -0.024 -0.009 -0.006
Si 8.17 2.737 15.182 0.021 -0.001 -0.028
Si 5.468 5.436 15.18 -0.005 0.006 -0.024
Si 8.172 8.153 15.19 -0.003 0.002 -0.017
Si 5.47 10.868 15.179 -0.019 0.013 -0.007
Si 8.173 13.608 15.185 0.016 0.019 -0.002
Si 10.892 0.02 15.17 0.009 -0.004 -0.001
Si 13.598 2.729 15.167 0.031 -0.002 0.002
Si 10.859 5.456 15.171 0.008 -0.047 -0.005
Si 13.598 8.174 15.162 0.009 -0.008 -0.006
Si 10.877 10.886 15.175 0.012 -0.022 -0.006
Si 13.628 13.616 15.161 0.015 0.005 0.004
O 14.951 -2.692 33.038 -0.095 0.23 0.201
O 12.847 10.447 25.509 -0.028 -0.068 -0.428
O 6.93 8.809 26.126 -0.13 0.237 -0.096
O 11.029 5.547 25.344 0.008 0.005 -0.164
O 6.772 4.548 26.537 -0.012 -0.158 -0.362
O 10.178 7.145 23.358 -0.147 0.157 -0.612
O 12.657 -0.734 23.268 -0.073 0.148 -0.303
O 11.721 1.017 32.965 0.036 -0.05 0.519
O 14.119 3.598 33.172 -0.272 0.039 0.495
O 7.015 9.771 23.607 -0.081 -0.066 -0.699
O 5.56 13.574 25.567 0.257 0.141 -0.337
O 10.2 8.797 30.141 0.039 -0.161 0.269
O 6.049 -0.257 30.108 0.102 0.023 0.422
O 15.984 1.883 33.837 -0.001 0.032 0.532
O 14.846 1.467 28.938 -0.01 0.061 0.02
O 8.154 9.736 33.771 -0.278 0.258 0.656
O 15.117 8.243 32.803 0.015 0.162 0.421
O 12.007 9.256 23.219 0.142 -0.358 -0.282
O 4.588 6.708 30.762 -0.07 0.043 0.543
O 9.627 3.028 33.177 -0.071 -0.206 0.468
O 19.622 12.323 26.067 -0.039 0.252 -0.317
O 14.496 1.224 23.31 0.14 0.054 0.053
O 6.341 0.266 32.7 0.129 0.095 0.494
O 6.516 -1.993 23.206 -0.177 -0.015 -0.298
O 5.616 -0.147 24.867 0.25 0.175 -0.087
O 14.728 5.812 31.873 -0.054 0.071 0.238
O 10.866 -0.735 31.159 0.115 -0.127 0.001
O 8.173 -0.056 22.593 0.004 -0.01 -0.598
O 9.008 8.911 27.763 0.14 0.104 -0.084
O 10.139 4.614 31.064 -0.138 -0.101 0.039
O 15.615 12.451 23.27 -0.153 0.058 -0.392
O 11.759 11.354 32.857 -0.217 0.305 0.425
O 16.801 -1.404 28.922 -0.046 0.123 -0.206
O 5.566 2.413 25.64 0.315 0.119 -0.055
O 14.305 8.843 26.98 -0.059 0.053 -0.05
O 19.735 0.891 25.858 0.044 -0.068 -0.283
O 10.669 3.033 25.669 0.052 -0.018 -0.454
O 8.283 -0.967 31.243 -0.047 0.259 -0.136
O 5.078 0.693 27.876 -0.185 -0.252 -0.124
O 10.284 10.325 24.939 -0.07 -0.181 0.026
O 12.782 0.157 27.914 0.069 0.051 -0.182
O 20.457 12.249 31.426 0.134 0.216 0.424
O 17.61 -2.059 23.389 0.006 -0.096 -0.185
O 9.971 1.528 23.594 -0.354 0.202 -0.78
O 7.841 -1.416 25.457 -0.061 -0.177 -0.32
O 12.013 11.764 30.297 0.417 -0.153 0.205
O 8.248 5.51 22.667 0.038 -0.074 -0.465
O 15.036 13.277 28.024 -0.063 -0.003 0.084
O 10.327 1.911 30.9 0.115 -0.032 -0.039
O 20.122 8.017 32.99 -0.285 0.242 0.418
O 9.771 11.126 28.937 0.025 -0.055 -0.148
O 7.947 -0.962 34.192 0.074 0.026 0.423
O 6.541 11.525 32.652 0.036 -0.028 0.231
O 21.13 -3.415 33.887 0.018 -0.04 0.168
O 16.694 11.675 32.747 0.037 -0.172 0.399
O 8.933 0.978 26.042 0.125 0.151 -0.213
O 16.741 7.106 30.772 -0.2 -0.27 0.611
O 14.429 3.98 28.17 0.037 -0.1 0.075
O 10.194 7.625 33.85 0.199 -0.307 0.716
O 11.01 13.676 22.559 -0.186 0.007 -0.538
O 19.777 -1.312 33.117 0.062 -0.261 0.14
O 15.553 7.079 23.246 0.054 0.155 -0.213
O 11.524 8.094 25.474 -0.125 -0.088 -0.205
O 10.127 12.798 25.806 -0.391 -0.342 -0.247
O 5.734 8.382 29.046 0.164 -0.036 0.244
O 7.553 6.717 27.787 -0.025 0.01 0.023
O 16.202 13.594 25.601 0.059 0.143 -0.615
O 12.578 9.329 31.16 0.369 0.175 0.185
O 19.055 -0.455 28.114 -0.202 -0.08 0.273
O 6.544 4.01 23.812 0.173 -0.127 -0.714
O 19.309 10.128 30.133 0.215 0.062 0.114
O 19.495 7.801 28.747 -0.155 -0.069 -0.126
O 20.007 0.933 31.628 -0.089 -0.078 0.295
O 11.95 3.8 23.478 0.145 -0.15 -0.608
O 19.216 2.223 28.088 0.024 0.085 0.077
O 12.185 -1.864 26.24 0.325 -0.046 -0.172
O 9.801 -1.288 27.207 -0.004 -0.025 -0.301
O 15.134 3.42 30.715 0.079 0.241 0.369
O 5.277 7.997 22.749 0.094 0.214 -0.464
O 18.683 -1.174 30.764 -0.003 0.128 0.659
O 5.331 2.881 30.633 -0.367 -0.203 0.121
O 7.468 -0.387 27.852 -0.13 -0.011 0.119
O 14.809 7.618 29.188 0.074 -0.176 0.14
O 19.784 12.35 28.78 0.134 0.044 0.155
O 15.07 9.366 24.525 0.141 -0.212 -0.398
O 15.647 5.186 26.138 0.19 0.031 -0.027
O 16.938 6.497 28.028 -0.004 0.06 0.07
O 6.071 -2.286 31.801 -0.072 -0.311 0.377
O 13.611 11.07 22.422 0.053 -0.022 -0.519
O 13.174 4.109 25.85 -0.137 -0.148 -0.434
O 18.596 10.042 33.692 0.126 -0.23 0.569
O 12.331 8.298 28.677 -0.103 0.221 -0.008
O 7.818 9.739 30.022 -0.081 -0.168 0.265
O 11.702 5.605 33.07 0.028 -0.015 0.485
O 17.397 8.977 23.383 0.165 -0.205 -0.086
O 5.385 10.87 25.455 -0.032 -0.141 0.072
O 9.788 -3.028 30.422 -0.315 0.302 0.529
O 9.118 12.113 23.388 -0.11 -0.013 -0.426
O 11.474 0.592 25.623 -0.084 -0.097 -0.209
O 17.612 0.991 29.803 -0.155 -0.086 0.381
O 4.551 4.916 25.38 -0.051 0.328 0.063
O 19.627 6.283 23.511 0.263 0.622 -0.831
O 7.957 11.25 25.606 0.04 0.239 0.026
O 5.52 10.888 29.754 0.003 0.052 0.154
O 14.216 11.362 31.747 0.227 -0.096 -0.052
O 11.277 13.106 28.223 0.191 0.19 -0.024
O 7.75 4.775 33.82 0.006 -0.151 0.484
O 6.026 6.573 33.032 -0.081 0.107 0.266
O 7.135 1.937 28.968 -0.035 -0.037 0.189
O 15.184 -1.309 23.551 0.076 0.003 -0.272
O 15.78 13.137 30.606 -0.12 -0.32 0.602
O 9.737 -2.422 32.969 -0.084 -0.007 0.709
O 9.015 7.223 25.705 -0.047 -0.141 -0.206
O 5.88 8.868 31.619 -0.097 -0.04 0.652
O 18.324 5.575 25.861 0.173 -0.046 -0.164
O 16.703 7.597 25.591 0.08 0.488 -0.402
O 16.893 3.272 28.817 0.113 0.241 0.077
O 18.622 4.642 33.927 0.154 -0.16 0.636
O 19.015 3.143 30.584 0.066 -0.002 0.325
O 16.937 6.439 33.252 -0.016 -0.036 0.382
O 13.987 -0.074 25.546 0.178 -0.148 -0.438
O 13.486 6.311 27.282 -0.192 0.076 -0.196
O 17.697 0.253 32.863 -0.03 -0.226 0.125
O 14.311 -1.082 29.704 0.066 -0.084 0.088
O 13.328 -0.841 33.815 0.074 -0.189 0.3
O 7.949 3.132 31.158 -0.066 -0.007 0.218
O 6.948 4.555 29.213 0.144 -0.106 0.169
O 13.618 5.547 22.538 0.077 0.101 -0.279
O 16.356 2.846 22.561 -0.217 -0.166 -0.559
O 19.059 -0.065 22.596 0.136 0.094 -0.541
O 20.454 3.155 32.941 -0.101 0.009 0.694
O 18.924 10.837 22.531 -0.101 -0.045 -0.164
O 11.724 6.777 30.712 -0.023 -0.331 0.174
O 5.038 5.989 28.165 -0.187 0.055 0.028
O 17.155 8.962 28.981 -0.236 0.075 0.126
O 13.337 9.812 34.039 0.091 0.127 0.221
O 19.022 10.15 27.509 0.24 -0.065 0.127
O 4.308 12.458 23.557 -0.007 0.01 -0.6
O 12.748 0.93 30.457 -0.08 -0.052 0.222
O 12.724 4.347 31.023 0.147 -0.189 0.312
O 15.236 11.241 26.405 -0.239 -0.057 -0.149
O 17.425 12.271 27.527 -0.102 -0.042 0.071
O 4.383 1.734 23.428 0.109 0.021 -0.734
H 17.775 4.828 22.945 0.061 0.072 -0.093
H 19.024 3.824 24.213 -0.024 0.26 -0.039

Results
total energy: -101251.936 eV
total energy less fixed offsets of H -15.91, O -438.35, Si -107.03 eV per atom: -5.266 eV
